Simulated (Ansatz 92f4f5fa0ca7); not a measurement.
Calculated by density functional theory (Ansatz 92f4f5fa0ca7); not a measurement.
Periodic cell of 186 atoms, Si104O82, from a study of silicon, its oxide and their interface. The atomic structure is a simulated model.

Settings: functional PBE; potential files Ansatz PAW; basis plane waves; wave-function cutoff 700 eV; density cutoff ratio 5; exchange-correlation grid ratio 2; k mesh 2 x 2 x 1, shifted by 0.5 0.5 0.5 of a step; self-consistency stop 5e-08 eV per atom in the density residual; occupations Fermi-Dirac, 0.05 eV; spin none; net charge 0.

Cell vectors (angstrom)
a	11.5983	0	0
b	0	11.5983	0
c	-5.7387	0.4437	25.7556

Atoms and the computed forces on them: element, x, y, z (angstrom), force x, y, z (eV/angstrom)
Si	-0.3504	-0.0063	-0.1483	-0.072	-0.0158	-0.162
Si	-0.3402	3.9894	0.1172	-0.0224	0.1517	-0.0212
Si	-0.1686	7.2277	0.0523	-0.0733	-0.0734	-0.169
Si	3.6328	-0.2039	0.2597	0.0828	0.0373	-0.2993
Si	3.7652	2.8877	-0.0591	0.0484	-0.086	-0.1086
Si	3.4926	8.3195	-0.2999	-0.076	0.0714	-0.1335
Si	7.5227	0.4473	0.0682	-0.0923	0.184	-0.4618
Si	7.4814	3.4625	0.3769	0.0707	-0.0855	-0.4073
Si	7.5037	6.5636	-0.3769	0.1944	-0.2012	-0.3569
Si	1.5583	-0.3199	1.3318	-0.0133	0.1643	-0.1573
Si	1.7466	3.5361	1.2027	0.0594	-0.0931	-0.2604
Si	1.7736	7.6315	1.3208	0.0291	-0.0667	-0.109
Si	5.6486	-0.2163	1.4237	0.0768	0.1743	-0.2004
Si	5.4679	3.4908	1.4907	-0.2934	-0.0806	-0.2676
Si	5.5233	7.4279	0.8686	-0.0904	0.0334	0.0077
Si	9.4319	0.0476	1.3855	0.0429	-0.0855	-0.0248
Si	9.4546	3.58	1.5618	0.1213	0.0509	-0.2291
Si	9.2992	7.5256	1.078	0.1573	-0.0442	-0.0106
Si	1.6352	1.6622	2.6664	-0.1232	0.0967	-0.0798
Si	1.7866	5.5471	2.5679	-0.0144	0.0026	-0.0262
Si	1.6158	9.4445	2.7569	-0.0129	-0.0744	0.1584
Si	5.541	1.6347	2.8607	0.0645	-0.1056	0.3362
Si	5.4344	5.5987	2.5421	0.0801	0.1205	0.0529
Si	5.6359	9.306	2.5336	-0.0613	-0.094	0.0102
Si	9.4898	1.7456	2.9373	-0.0019	0.1633	0.1849
Si	9.4168	5.6434	2.6439	0.1134	0.1055	0.2947
Si	9.3516	9.5197	2.5074	-0.0209	-0.2742	-0.2186
Si	-0.1568	1.7296	4.1859	0.0724	-0.0185	0.0168
Si	-0.1867	5.5693	3.997	-0.2136	-0.0244	-0.1465
Si	-0.3668	9.4382	4.0184	0.1288	0.0089	0.0416
Si	3.5383	1.6398	4.0986	0.0139	0.0309	0.0208
Si	3.6114	5.57	4.039	-0.0694	-0.0277	-0.0226
Si	3.6372	9.4044	3.9872	0.0796	-0.0682	-0.0601
Si	7.497	1.7616	4.1598	-0.078	-0.0726	-0.0118
Si	7.4359	5.538	3.9556	0.0024	0.0896	-0.2417
Si	7.5125	9.4112	3.9725	0.0587	0.0329	0.0526
Si	-0.2947	11.3627	5.4477	0.098	-0.0263	-0.0739
Si	-0.1166	3.6678	5.5027	0.0005	-0.0251	0.0952
Si	-0.2977	7.4925	5.3692	0.1347	0.0298	-0.0375
Si	3.5237	11.2986	5.4331	0.043	-0.0223	0.0781
Si	3.6749	3.6272	5.4048	-0.0015	0.0549	-0.0151
Si	3.5645	7.4881	5.4066	-0.02	0.0136	0.0199
Si	7.5031	11.374	5.353	-0.0829	-0.0988	-0.0028
Si	7.5035	3.6877	5.4975	0.0523	0.0617	0.2806
Si	7.5115	7.4445	5.296	0.0075	0.0819	0.0768
Si	1.5683	11.278	6.8826	-0.119	-0.0572	0.1016
Si	1.8631	3.6311	6.8979	-0.122	0.0177	0.0976
Si	1.5878	7.4694	6.7956	0	-0.0183	-0.1459
Si	5.5521	11.372	6.6309	0.1253	0.1794	-0.2114
Si	5.5337	3.6429	6.8754	-0.0249	0.0133	-0.035
Si	5.593	7.4399	6.6424	0.112	-0.1218	-0.3255
Si	9.3772	11.4742	6.7909	0.0851	0.1776	0.1766
Si	9.5248	3.65	6.857	0.0137	0.0294	-0.0781
Si	9.3863	7.4994	6.7531	-0.2382	-0.3069	0.016
Si	1.8087	1.6415	8.2739	0.0656	-0.0566	0.1412
Si	1.8713	5.6101	8.2574	-0.037	0.0599	0.2647
Si	1.2926	9.2983	8.241	-0.1264	0.0561	0.2839
Si	5.5446	1.5707	8.1179	-0.0439	-0.0092	0.1053
Si	5.747	5.6595	8.1755	0.1766	-0.1661	0.3195
Si	5.3716	9.4169	7.8164	-0.0084	0.0295	0.0998
Si	9.4568	1.7233	8.3457	0.084	0.1178	0.1092
Si	9.7213	5.5989	8.1981	-0.1411	-0.0943	0.4383
Si	9.0794	9.5208	7.9789	-0.1868	-0.1649	0.0761
Si	-0.087	2.1575	9.6044	0.1054	0.0178	0.0012
Si	0.1015	5.3463	9.8642	0.3125	-0.0969	-0.3141
Si	-0.9295	9.1882	9.5717	0.0785	0.3883	-0.206
Si	3.7626	12.4639	9.5846	-0.037	-0.0157	0.2088
Si	3.8564	6.2446	9.4427	-0.1266	0.2557	0.2448
Si	3.4522	9.3686	9.0926	-0.1855	-0.1074	0.5883
Si	7.3702	2.0025	9.5617	-0.1996	0.1215	0.266
Si	7.7843	5.1717	9.4811	0.1126	0.0222	-0.3202
Si	7.0709	9.272	9.3728	-0.4654	-0.2659	0.4313
Si	8.6007	7.3501	10.943	0.0851	-0.0853	0.1886
Si	5.5333	1.5589	11.9916	-0.0414	-0.0064	0.2427
Si	9.5407	-0.3229	14.0257	0.0058	-0.2355	0.2475
Si	3.3564	11.4223	23.5239	-0.0662	0.037	-0.2727
Si	-0.5564	11.5376	11.5668	0.1064	-0.0518	0.3863
Si	0.1165	-2.0504	13.5756	-0.1794	0.0877	0.2253
Si	5.9338	11.6245	16.9881	-0.1116	-0.0055	-0.1316
Si	6.4639	8.5894	12.2605	-0.1584	0.0895	0.3468
Si	4.1482	6.3025	12.3274	-0.005	0.0655	0.2844
Si	1.1756	6.6606	12.7253	0.1566	0.0339	0.2333
Si	4.8805	3.0197	16.8794	0.1001	-0.0116	0.0012
Si	1.3263	5.9692	18.2633	0.1663	-0.0424	0.0329
Si	-1.1723	6.7951	17.0735	-0.0209	0.0139	-0.0077
Si	3.0014	4.6697	20.4189	0.0208	0.0024	0.0258
Si	1.4436	8.4495	19.8661	0.0954	0.002	0.0122
Si	5.5605	11.0711	19.7838	-0.0905	-0.0163	0.023
Si	7.9916	10.3463	18.4729	-0.15	-0.0057	0.0289
Si	3.7056	9.3029	21.3355	0.0155	0.0157	-0.2734
Si	6.3662	10.9689	14.1173	0.1063	0.0499	0.1846
Si	0.7652	5.2291	15.485	0.1125	-0.0314	-0.0085
Si	2.1748	2.5649	15.6085	0.0123	-0.0222	-0.0528
Si	2.3151	6.9808	22.2134	0.1119	-0.1214	-0.3813
Si	0.4095	11.4578	15.7416	-0.0242	-0.0385	-0.1503
Si	7.8964	5.9882	20.9769	-0.0812	-0.0452	-0.2769
Si	4.2782	1.9105	21.3969	-0.0842	-0.0893	-0.1671
Si	-0.6182	9.7324	18.0298	0.0768	-0.0669	-0.0339
Si	5.7033	5.1887	19.1142	0.0062	-0.0284	-0.0314
Si	7.7771	7.195	18.3339	-0.0421	-0.0145	0.023
Si	-2.9684	4.6114	23.3861	-0.0229	0.0171	-0.1872
Si	4.5127	3.6774	14.0042	-0.046	-0.0656	0.0931
Si	6.1746	2.8523	23.5966	-0.1677	0.0277	-0.1724
Si	7.5052	7.327	23.571	-0.0651	0.0356	-0.188
O	4.866	12.4623	20.2875	0.0177	0.0472	0.0698
O	7.7884	5.8057	24.1437	0.0529	-0.025	0.0098
O	4.7291	11.1575	24.4054	0.1875	0.1313	0.2143
O	6.149	1.6786	24.73	0.0575	-0.1764	0.0302
O	3.1602	10.1087	22.6231	-0.0197	0.0115	0.1382
O	-0.5726	3.5953	-1.4835	0.086	-0.0613	0.181
O	3.6738	9.9663	-0.6419	0.0039	-0.37	0.3552
O	0.3078	7.5638	-1.5282	-0.0988	-0.0234	0.278
O	3.7061	1.2709	-0.5585	-0.0401	0.2333	0.3801
O	4.0622	3.7771	-1.4574	-0.05	-0.088	0.223
O	2.9897	7.7488	-1.7901	0.1102	0.0154	0.2324
O	0.4041	8.0048	13.2328	-0.0136	-0.0762	-0.1591
O	7.5297	4.8868	-0.4904	-0.1593	0.4666	0.2333
O	7.7697	-0.4846	-1.2861	-0.0075	0.0732	0.2082
O	-0.3174	6.0961	18.3055	-0.0577	0.0296	0.0002
O	4.286	5.5056	19.8405	-0.0383	-0.0117	0.0422
O	3.3877	3.0993	20.7035	0.0411	-0.0582	0.0819
O	-0.4447	5.6141	0.0444	0.1245	-0.0152	0.0733
O	0.1372	1.2819	10.9944	-0.0824	-0.0125	-0.1472
O	-1.1182	10.6609	10.3167	-0.0375	-0.227	0.0138
O	-0.044	3.7212	10.1706	-0.0927	-0.0785	-0.1909
O	10.5222	0.3452	15.1754	0.0394	0.0347	0.0086
O	7.9932	7.9823	12.3189	0.1992	-0.1249	-0.3235
O	0.1372	9.2517	19.3793	-0.073	0.0308	0.0061
O	5.4147	2.9353	12.8685	0.0553	-0.1067	-0.1057
O	4.3302	5.227	13.5386	-0.0093	0.0234	-0.1088
O	3.6996	7.8868	9.879	0.085	-0.1384	-0.3691
O	0.5082	10.5511	12.3307	-0.0129	0.0845	-0.163
O	3.0808	2.8695	14.2526	0.01	0.0542	0.0112
O	6.8835	1.4416	11.0641	0.2387	-0.0139	-0.3668
O	7.4359	3.6166	9.8685	0.0781	0.0821	-0.1622
O	4.1801	13.1058	11.06	-0.0928	-0.071	-0.1715
O	2.7365	7.0954	12.5431	-0.058	-0.0134	-0.0691
O	8.3806	5.7303	10.9745	-0.045	0.0977	-0.1577
O	7.2116	10.9904	19.7828	0.0188	-0.0204	-0.0482
O	7.5847	7.7027	9.6746	0.0854	0.0915	0.0835
O	5.6873	1.622	17.0348	-0.0217	0.0409	0.0121
O	3.4068	12.7332	22.5355	0.0128	-0.1463	0.2139
O	5.3768	7.3732	12.2785	0.1008	0.08	-0.0949
O	-1.5074	-1.8809	13.8706	0.0715	0.1091	-0.0634
O	5.5394	11.0565	15.5209	0.0189	0.0272	-0.028
O	9.8438	0.4036	12.5872	0.0293	-0.0107	-0.2562
O	10.1054	7.9531	10.5907	0.1114	0.1859	-0.0138
O	-0.8409	8.4184	17.0523	-0.0445	-0.0374	-0.013
O	6.7957	4.9368	20.3279	0.0906	0.1015	0.1147
O	6.2313	9.4334	13.6246	0.0214	-0.1067	-0.2977
O	0.5275	6.0407	11.3461	-0.3075	-0.1329	-0.3985
O	5.0894	10.9079	18.2078	0.1041	-0.0086	0.0485
O	0.2325	10.9004	17.2657	-0.0431	-0.0397	0.0799
O	2.6378	9.528	20.1153	-0.0278	-0.0869	0.0632
O	1.9744	7.386	18.7449	-0.0762	0.0037	-0.0321
O	1.8325	4.7662	19.2605	-0.047	0.0595	-0.0155
O	1.1477	5.5704	13.9433	-0.0437	0.024	-0.0456
O	1.5122	1.0648	15.6605	-0.0023	0.0246	0.0219
O	5.6233	11.9357	13.0594	-0.0544	0.0925	-0.1785
O	0.929	-1.4394	14.8597	-0.011	0.0439	0.032
O	-2.0014	10.395	18.5736	0.0226	0.0198	0.0115
O	8.5461	6.8144	19.7376	-0.0245	0.002	0.0491
O	3.7269	7.7312	21.7818	-0.0717	0.0106	0.1631
O	7.4595	2.0344	-0.5276	-0.0094	-0.172	0.5579
O	3.244	2.7619	16.8636	-0.0544	-0.0015	-0.0142
O	1.1345	7.6366	21.263	-0.0015	0.0089	0.0608
O	7.9527	-0.2344	14.3394	0.0002	0.0176	-0.1007
O	8.9798	5.1202	21.8604	-0.0782	-0.0173	0.1893
O	2.5041	5.3925	21.8166	-0.0189	0.0949	0.0181
O	7.265	7.1472	21.9625	0.0409	0.003	0.1997
O	1.7689	5.7799	16.6853	-0.0993	-0.017	-0.0337
O	-0.6938	5.9535	15.7416	-0.0241	0.0154	0.0484
O	3.5799	10.8249	9.9537	0.0596	0.1017	-0.4573
O	5.5842	2.5195	22.1327	0.1677	0.0538	0.2025
O	0.8895	3.595	15.6341	0.0203	0.0401	0.0245
O	6.4457	9.5967	10.9343	0.2469	0.0892	-0.4878
O	7.6724	6.88	-2.0021	-0.082	0.1054	0.4798
O	-3.8792	3.2668	23.3388	-0.0743	0.0189	0.0012
O	7.5181	11.2713	17.2114	0.0453	-0.0154	0.077
O	5.1256	9.8483	20.775	0.0128	0.0128	0.0219
O	5.2829	3.7168	15.4532	-0.0279	-0.0409	-0.0361
O	6.3204	6.4429	18.252	0.0784	0.0608	-0.0364
O	7.5204	8.7937	18.229	0.0388	-0.0365	0.0025
O	4.0434	5.4794	10.9151	-0.0361	0.1022	-0.3422
O	8.8048	6.647	17.1842	0.0461	0.0273	-0.0521
O	5.4156	3.932	18.1197	0.0078	0.0025	-0.0192

Results
free energy: -112758.375 eV
free energy less fixed offsets of O -569.03, Si -635.61 eV per atom: 5.525 eV
pressure: -0.64 GPa
stress xx, yy, zz, yz, xz, xy (GPa, positive in tension): 0.48, 0.87, 0.57, -0.17, 0.01, 0.28

The program warned: the cutoff lies below the one the program advises for these potential files.
